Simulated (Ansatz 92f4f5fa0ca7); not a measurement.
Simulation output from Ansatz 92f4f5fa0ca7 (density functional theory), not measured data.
Periodic cell of 258 atoms, Si166O92, from a study of silicon, its oxide and their interface. The atomic structure is a simulated model.
Doubt: the cutoff is far below the 930 eV that the study's wrapper takes by default for these files, so forces and energies are approximate.
This geometry differs little from another in the collection (a relaxation step or a small displacement).

Settings: functional PBE; potential files Ansatz PAW; basis plane waves; wave-function cutoff 580 eV; density cutoff ratio 5; exchange-correlation grid ratio 1; k mesh 1 x 1 x 1, Gamma-centred; self-consistency stop 5e-08 eV per atom in the density residual; occupations fixed; spin none; net charge 0.

Cell vectors (angstrom)
a  10.938  0  0
b  0  10.938  0
c  0  0  37.9066

Atoms: element, x, y, z (angstrom)
Si  0  0  0.683
Si  5.469  0  0.683
Si  2.7345  2.7345  0.683
Si  8.2035  2.7345  0.683
Si  0  5.469  0.683
Si  5.469  5.469  0.683
Si  2.7345  8.2035  0.683
Si  8.2035  8.2035  0.683
Si  1.3673  1.3673  2.0503
Si  6.8362  1.3673  2.0503
Si  4.1018  4.1018  2.0503
Si  9.5708  4.1018  2.0503
Si  1.3673  6.8362  2.0503
Si  6.8362  6.8362  2.0503
Si  4.1018  9.5708  2.0503
Si  9.5708  9.5708  2.0503
Si  2.7345  0  35.8551
Si  8.2035  0  35.8551
Si  0  2.7345  35.8551
Si  5.469  2.7345  35.8551
Si  2.7345  5.469  35.8551
Si  8.2035  5.469  35.8551
Si  0  8.2035  35.8551
Si  5.469  8.2035  35.8551
Si  4.1018  1.3673  37.2224
Si  9.5708  1.3673  37.2224
Si  1.3673  4.1018  37.2224
Si  6.8362  4.1018  37.2224
Si  4.1018  6.8362  37.2224
Si  9.5708  6.8362  37.2224
Si  1.3673  9.5708  37.2224
Si  6.8362  9.5708  37.2224
Si  -3.9698  -1.3024  31.733
Si  4.611  0.8416  28.092
Si  2.6048  -0.064  30.6358
Si  8.2175  7.0188  25.1146
Si  -1.5001  6.4609  17.3611
Si  2.8801  7.1429  27.564
Si  7.9081  11.7103  18.8664
Si  9.6258  12.3481  31.9359
Si  -2.7273  0.3115  26.964
Si  10.8828  2.7194  30.4468
Si  9.2334  3.6652  29.0606
Si  7.0108  7.0814  29.1769
Si  -0.4571  9.7689  29.1854
Si  8.1846  5.3784  30.3362
Si  0.8912  6.1154  25.4895
Si  9.7549  12.792  24.8324
Si  7.5787  -0.7664  14.7058
Si  10.01  4.727  26.0656
Si  0.5163  7.6241  14.313
Si  4.2119  1.2973  31.6888
Si  6.6701  4.0279  31.529
Si  8.6413  10.8469  30.4502
Si  0.3819  7.9421  30.5606
Si  4.0426  6.9656  31.7532
Si  1.1274  6.135  18.4198
Si  5.4671  -2.5855  30.4429
Si  1.4235  4.2197  31.5686
Si  3.9434  -1.2437  29.1666
Si  -0.714  4.6353  15.37
Si  5.6674  7.3402  26.5802
Si  0.9174  11.8537  29.3079
Si  9.6154  6.7575  31.7275
Si  0.0043  0.0226  33.2799
Si  5.5452  0.0024  33.1349
Si  2.8172  2.798  32.9751
Si  8.0936  2.777  33.0705
Si  0.0322  5.4116  33.1054
Si  5.4082  5.4516  32.9981
Si  2.7918  8.2191  33.2827
Si  8.2426  8.1648  33.0817
Si  1.4463  1.4383  34.4672
Si  6.8444  1.3899  34.5051
Si  4.1051  4.116  34.4587
Si  9.5443  4.0952  34.4674
Si  1.3617  6.8109  34.5103
Si  6.8222  6.8081  34.4287
Si  4.163  9.6133  34.5384
Si  9.5491  9.5444  34.5203
Si  2.7363  -0.0179  3.4051
Si  8.1792  -0.0006  3.4087
Si  -0.0264  2.7373  3.4217
Si  5.4666  2.7176  3.4031
Si  2.7207  5.4828  3.4046
Si  8.1958  5.4469  3.4101
Si  -0.0082  8.1793  3.4105
Si  5.4501  8.2005  3.4261
Si  4.1098  1.344  4.7613
Si  9.5066  1.3838  4.7795
Si  1.3246  4.1513  4.76
Si  6.8247  4.0788  4.7718
Si  4.0485  6.8563  4.7946
Si  9.5561  6.8094  4.7745
Si  1.3853  9.5279  4.7546
Si  6.817  9.5771  4.7863
Si  2.5785  0.133  8.7588
Si  5.4385  -0.0231  6.1937
Si  2.7196  2.7597  6.0215
Si  8.2803  -0.1521  8.762
Si  -1.4236  4.1322  7.5662
Si  2.7186  5.388  8.8794
Si  2.6913  8.199  6.2445
Si  8.1883  8.1819  6.1073
Si  -0.9177  0.8593  10.0237
Si  8.1395  2.7291  6.2187
Si  -0.0214  2.639  8.7471
Si  13.9193  6.3649  13.1376
Si  -2.8354  5.5774  8.8369
Si  5.4312  5.4544  6.0781
Si  6.7372  6.8535  7.4239
Si  10.9139  10.9014  6.0137
Si  1.4207  -2.7415  23.3621
Si  3.4489  4.2888  17.4954
Si  1.6456  3.6386  10.0437
Si  1.3057  1.3936  7.2754
Si  -1.9654  7.3198  10.2239
Si  3.3578  1.9124  10.1297
Si  -0.1094  10.5963  18.2619
Si  1.3055  6.862  7.679
Si  6.7804  1.3256  7.6076
Si  13.0569  6.28  21.1035
Si  3.3591  -0.1618  12.3014
Si  3.5137  0.8682  15.1886
Si  -0.0226  5.4958  6.2109
Si  6.3634  10.4119  11.7375
Si  4.7426  14.0106  22.4668
Si  6.6412  11.9208  16.0404
O  -12.2714  37.7279  16.8545
O  -5.4946  36.8401  21.3433
O  12.9211  21.0146  11.6917
O  -8.5154  -12.9558  24.4212
O  -1.1084  4.334  27.6475
O  5.4658  16.3351  10.7923
O  -19.0287  16.9974  28.811
O  -10.6581  4.8463  18.9647
O  4.4484  15.4712  16.2342
O  -2.3236  -36.4324  23.5644
O  4.7608  -0.8951  11.8234
O  17.8625  19.6338  15.0026
O  -30.7878  5.0639  12.8796
O  31.1335  -10.8799  18.2822
O  43.7757  -4.8826  14.8791
O  -14.9043  22.0582  25.8517
O  -12.9072  -2.8239  26.1054
O  22.8605  -16.7513  21.4619
O  -32.5435  47.0721  15.4443
O  29.3168  -7.3729  11.206
O  16.7054  19.8881  26.9147
O  18.7803  24.2608  21.54
O  17.2362  -4.4708  27.815
O  -24.3323  17.4865  18.6773
Si  -14.2969  -7.6734  14.4892
Si  7.6551  -5.2872  19.7579
Si  -5.6534  2.704  8.9092
Si  -16.1973  24.0317  29.9602
Si  4.0613  4.0891  7.42
Si  -6.0756  15.9366  20.1667
Si  -3.3247  -3.7154  15.0074
Si  -1.2791  9.4949  7.4145
Si  9.5236  28.4883  12.4276
Si  -3.6137  12.6063  22.8957
Si  13.5403  -7.2951  24.5133
Si  -20.5399  20.4491  32.0257
Si  18.7667  1.6174  28.9932
Si  0.8022  4.2236  12.1754
Si  -8.5413  23.1833  17.8612
Si  8.9317  9.0519  27.4984
Si  15.2166  -15.3938  10.3089
Si  -7.9836  -0.5451  24.8274
Si  16.4753  10.4956  26.3453
Si  8.5558  35.5445  20.127
Si  16.237  27.0509  15.0025
Si  18.7126  -11.7062  21.4062
Si  -11.073  -0.9458  15.2339
Si  13.1735  17.1559  30.3798
Si  8.5378  18.3553  21.9476
Si  11.8758  13.0973  14.4633
Si  -14.1098  -8.877  11.7449
Si  10.9036  8.2945  9.1104
Si  1.2875  12.2856  23.136
Si  -8.2591  12.3936  26.9286
Si  -6.8836  20.5282  7.6183
Si  18.2208  9.0798  10.0623
Si  21.5489  -1.5852  21.1249
Si  6.5295  4.3297  10.0557
Si  -10.4238  4.007  20.3294
Si  -9.9273  10.1921  10.2727
Si  -8.397  12.6993  20.6474
Si  5.4242  -13.731  8.9503
O  6.1612  -6.9039  14.2123
O  40.9041  30.0897  28.6423
O  -8.3773  -10.4477  23.657
O  4.57  32.2514  25.0212
O  0.8035  -9.9198  18.1409
O  24.8045  -32.4752  16.6435
O  24.1637  -3.6345  22.3288
O  -30.6836  29.3531  14.0014
O  0.4968  7.1856  24.2723
O  -29.0236  2.0379  21.6367
O  -18.3693  17.9138  11.7029
O  -6.9794  3.8933  23.6385
O  -12.6184  1.5319  11.3514
O  18.8369  36.8848  19.4563
O  11.6295  20.281  22.4234
O  8.2758  6.7627  13.5452
O  -27.7239  12.1405  15.4953
O  5.866  24.1207  23.278
O  32.5183  -3.2042  12.8805
O  12.3661  12.6911  27.9412
O  3.6193  38.5612  20.8581
O  -8.5602  5.5465  17.5284
O  13.0101  16.0372  24.9653
O  22.2925  -10.3428  14.722
O  20.1472  10.0876  14.8449
O  21.8965  7.0399  17.6336
O  -26.044  11.7078  17.6699
O  -11.54  16.0803  12.2241
O  0.2627  31.5973  19.627
O  8.1454  16.9258  21.2865
O  30.5415  5.5026  25.5221
O  -4.8773  16.9319  19.6795
O  -0.9832  29.7184  21.2216
O  -2.1678  18.2706  16.1614
O  -6.6499  27.791  13.9822
O  12.4099  17.9208  26.7618
O  -1.424  22.8412  26.1824
O  -22.0128  22.9136  23.8618
O  1.6785  17.9408  19.6932
O  14.3204  -0.1995  13.9478
O  13.6199  -19.0253  17.3966
O  -28.4603  -6.7416  18.8474
O  11.061  -12.0708  16.8481
O  9.405  -11.4614  21.4243
O  -3.7525  -11.496  13.1352
O  28.4701  -20.838  11.1967
O  24.124  54.7241  26.18
O  1.5728  46.6758  23.4617
O  10.1319  -29.7297  20.5564
O  15.0443  -15.0039  26.4948
O  -3.4775  2.4076  15.8704
O  -7.4661  23.2573  11.7247
O  29.0416  10.9952  22.6641
O  -0.6561  -7.5941  25.2235
O  3.0556  30.534  28.1651
O  -10.3129  -8.1677  12.9608
O  12.8012  -51.5586  20.099
O  2.5683  -30.6793  14.7087
O  1.3227  44.8164  21.5171
O  -35.9916  2.1276  13.3565
O  8.3371  12.9704  24.0887
O  -4.3637  -14.7998  25.245
O  -36.3126  -2.3557  21.5718
O  24.9632  -31.8509  19.3238
O  13.7654  13.6262  25.8398
O  7.2033  10.7366  19.9961
O  30.7665  4.2317  14.4971
O  -4.5034  -4.7148  15.532

Results
free energy: -157844.322 eV
free energy less fixed offsets of O -568.88, Si -635.61 eV per atom: 3.898 eV

Forces (eV/angstrom), in the order of the atoms: element, x, y, z
Si  -0.0154  0.0286  0.0076
Si  -0.0092  0.0022  -0.022
Si  -0.0242  -0.0249  0.003
Si  0.0103  0.0336  -0.0242
Si  0.0161  -0.017  -0.0154
Si  0.0231  0.0177  -0.0041
Si  0.0262  0.0314  -0.01
Si  0.0015  0.0482  0.0025
Si  -0.0539  0.0216  0.126
Si  -0.0217  -0.071  -0.2369
Si  -0.061  0.0357  0.0286
Si  -0.0376  -0.0405  -0.1645
Si  -0.0977  0.0109  -0.2378
Si  -0.0888  -0.0157  0.0919
Si  0.0682  -0.0082  -0.1394
Si  -0.0084  -0.0223  0.0752
Si  0.2286  0.4121  0.0658
Si  -0.0939  -0.0458  0.1264
Si  0.0356  0.0066  -0.2365
Si  -0.1289  0.1207  -0.0314
Si  0.0235  -0.1678  0.0732
Si  -0.1295  0.0706  -0.1945
Si  -0.0224  -0.1555  0.1384
Si  0.3099  -0.2195  0.0304
Si  -0.0556  -0.0451  0.0607
Si  0.0604  -0.1049  -0.0291
Si  -0.0326  0.0655  0.0173
Si  -0.0152  -0.0054  -0.013
Si  0.0034  -0.0248  -0.0173
Si  0.0112  0.0248  0.0269
Si  -0.013  -0.0021  -0.0553
Si  0.0239  -0.0007  0.0338
Si  0.0698  0.0905  -0.1027
Si  -0.0198  0.1378  0.093
Si  -0.0865  0.0095  -0.0293
Si  -0.0927  0.1113  -0.1243
Si  -0.0644  -0.1363  0.0732
Si  0.0946  0.009  0.1535
Si  -0.0878  -0.0208  -0.034
Si  -0.0409  -0.0143  0.0391
Si  -0.1969  0.141  -0.1021
Si  0.0059  0.0199  0.1433
Si  0.0263  0.038  0.0117
Si  -0.1016  -0.0092  -0.0314
Si  0.1292  0.0394  0.0193
Si  -0.0083  0.1385  0.0399
Si  0.0944  0.0207  -0.0901
Si  -0.0448  -0.1765  -0.0475
Si  -0.0642  0.0764  0.0006
Si  0.0338  0.0839  0.0153
Si  -0.0243  -0.0786  0.1222
Si  0.0018  -0.0416  0.0414
Si  -0.0484  -0.0035  -0.0759
Si  0.0752  -0.1758  0.0429
Si  -0.0598  0.0055  0.0239
Si  0.0699  0.0455  0.002
Si  0.088  -0.1008  0.0767
Si  0.0387  0.0359  -0.0471
Si  -0.0122  -0.0265  0.0077
Si  -0.1663  -0.185  0.099
Si  -0.048  -0.0251  0.0264
Si  0.0315  -0.0838  -0.04
Si  0.0016  -0.0833  -0.0484
Si  0.0472  0.0347  -0.0434
Si  0.0135  0.039  0.0089
Si  0.0419  -0.0546  -0.0078
Si  0.0369  -0.0087  -0.0515
Si  -0.0158  -0.1279  -0.0023
Si  0.0046  0.0485  -0.0121
Si  -0.0379  0.0487  0.0241
Si  -0.0406  0.0766  0.0758
Si  -0.0181  -0.0107  -0.0244
Si  0.0136  -0.0771  -0.0116
Si  -0.0446  0.0316  -0.0202
Si  0.0056  -0.0074  -0.0254
Si  -0.0015  0.001  -0.0292
Si  0.003  -0.0119  0.0059
Si  -0.008  -0.0011  -0.0268
Si  0.0055  -0.0337  0.0158
Si  -0.0167  0.0404  0.0092
Si  0.0094  -0.0118  0.0041
Si  -0.0276  0.0393  0.0066
Si  -0.0025  0.0079  0.0092
Si  0.0074  -0.0115  0.0032
Si  -0.0051  0.0051  0.0001
Si  0.021  -0.0031  -0.0092
Si  0.0052  -0.0011  0.0087
Si  0.0118  -0.0017  0.009
Si  -0.0119  0.0051  0.0084
Si  0.0043  -0.0347  0.0111
Si  0.0223  -0.0017  0.0004
Si  -0.0173  -0.0019  0.0007
Si  0.0035  -0.0114  0.0279
Si  -0.0317  -0.0272  0.0085
Si  -0.0113  0.0212  0.0036
Si  0.0132  0.0088  0.0193
Si  0.0179  0.016  -0.0109
Si  0.0247  0.0117  0.0181
Si  -0.0028  0.01  0.0241
Si  0.0262  0.0088  -0.0546
Si  -0.0109  -0.0227  0.0325
Si  -0.0057  -0.0471  0.0132
Si  -0.0159  0.0204  0.0213
Si  0.0224  -0.0075  0.013
Si  -0.2265  0.1681  0.0337
Si  -0.0056  0.0087  -0.0116
Si  0.0191  -0.0013  -0.0552
Si  0.1058  -0.2259  -0.1239
Si  -0.0181  0.0418  -0.0471
Si  -0.0096  -0.0103  -0.0123
Si  -0.0469  0.0068  0.0121
Si  0.0119  -0.0036  0.0022
Si  0.0091  0.0678  -0.0504
Si  0.0243  0.0231  0.0029
Si  -0.0354  0.0596  0.0389
Si  -0.0591  0.0218  -0.0844
Si  -0.0722  0.0663  0.026
Si  0.0558  0.0059  -0.0165
Si  0.0283  0.0858  0.1312
Si  0.0089  0.0234  0.0749
Si  0.035  0.0012  0.0533
Si  -0.0177  -0.0236  -0.0016
Si  -0.0653  0.1448  -0.1961
Si  -0.0486  0.1388  0.1062
Si  -0.0039  -0.0193  0.0526
Si  0.2575  -0.2257  -0.221
Si  -0.059  -0.0497  0.0122
Si  0.0094  0.0738  0.1632
O  -0.0084  0.0612  0.0152
O  -0.0021  0.033  -0.0033
O  -0.0713  -0.0012  0.005
O  -0.0084  -0.0029  0.0303
O  -0.068  -0.0856  -0.0527
O  -0.0038  -0.0192  -0.2617
O  -0.0813  0.0799  0.035
O  -0.0175  0.0666  -0.0413
O  0.0201  -0.0071  -0.0141
O  0.0274  -0.0688  0.1012
O  -0.114  0.0087  0.102
O  0.05  0.0017  0.0017
O  0.0324  0.0476  0.1085
O  0.0254  -0.0199  -0.031
O  0.0793  0.1546  0.024
O  0.097  -0.0613  0.1129
O  -0.0142  0.0612  0.1711
O  -0.012  -0.0139  -0.0166
O  0.0143  -0.0521  -0.0668
O  0.0707  -0.092  0.0599
O  0.007  0.0932  -0.039
O  0.0068  0.0021  0.0708
O  0.0243  -0.0325  -0.0485
O  0.0154  0.0311  -0.0676
Si  -0.0695  0.1695  0.0656
Si  0.0601  0.0251  0.0904
Si  -0.03  0.0118  -0.0076
Si  0.1535  -0.1893  0.0657
Si  0.0188  -0.0118  0.0182
Si  -0.0719  -0.0378  -0.0052
Si  -0.0204  -0.186  -0.0704
Si  -0.0002  0.0315  0.0162
Si  -0.157  -0.1351  -0.3627
Si  -0.1023  -0.093  -0.0411
Si  0.064  -0.1942  -0.0819
Si  -0.0331  -0.0455  0.0765
Si  0.0098  -0.1321  -0.1268
Si  0.0171  0.0681  -0.2264
Si  0.0444  0.0614  0.1402
Si  0.0622  0.1142  0.0682
Si  0.0925  -0.0696  0.0933
Si  -0.0604  0.0632  -0.1079
Si  0.0765  0.1592  -0.1521
Si  0.1171  0.1074  -0.0643
Si  -0.0305  -0.035  0
Si  0.0183  -0.0309  0.1247
Si  0.0173  0.1205  -0.1192
Si  0.0454  -0.0268  -0.0685
Si  -0.0239  0.0548  -0.0313
Si  0.0034  0.0751  -0.0027
Si  0.1102  0.003  -0.132
Si  -0.1093  -0.0087  -0.0048
Si  0.1069  0.0113  -0.0097
Si  -0.0954  -0.032  -0.0185
Si  0.0148  -0.0216  0.0431
Si  0.0981  -0.1344  -0.0513
Si  -0.0318  -0.0401  0.0722
Si  -0.0541  0.1566  0.1285
Si  -0.0058  0.009  0.0289
Si  0.205  -0.1452  -0.0067
Si  0.0272  -0.0486  0.0385
Si  -0.0284  -0.1051  -0.0175
O  0.0882  -0.0423  0.0028
O  -0.001  -0.0878  0.003
O  0.0108  -0.0593  0.0045
O  0.0644  -0.0555  0.0712
O  -0.059  -0.0323  -0.0365
O  0.0336  -0.0301  -0.0471
O  0.0001  -0.0019  0.0069
O  -0.0294  0.0403  -0.0174
O  0.062  -0.1093  0.1516
O  0.0307  0.0248  -0.0037
O  0.0211  0.0612  -0.0568
O  -0.0094  0.0283  0.0384
O  -0.0011  0.0069  0.0637
O  0.0005  -0.0413  -0.0194
O  -0.0057  -0.0287  0.0037
O  -0.017  0.0146  0.0755
O  -0.0058  0.0225  -0.0392
O  0.0628  0.0167  0.03
O  0.1321  0.0374  0.0746
O  -0.0435  -0.0566  -0.064
O  0.0433  0.0123  0.0183
O  -0.0545  0.0492  0.0003
O  -0.0638  0.1274  0.0588
O  -0.0642  -0.1697  0.0778
O  0.0852  -0.0281  0.0828
O  0.0082  0.0336  -0.0299
O  -0.0017  -0.0079  0.0173
O  -0.0299  0.0074  0.0787
O  -0.0226  0.0232  -0.0907
O  -0.0172  0.022  -0.0068
O  -0.0202  -0.0815  0.0318
O  0.0071  0.0099  -0.0201
O  0.0139  0.0321  -0.0084
O  0.0544  0.0432  -0.0071
O  -0.023  0.0502  0.0096
O  -0.0205  0.0767  -0.0676
O  0.06  0.0277  0.0232
O  -0.0532  0.0414  0.1169
O  -0.0104  0.0108  -0.033
O  -0.0279  -0.1024  -0.0509
O  -0.0309  -0.0675  -0.0218
O  0.028  0.002  0.0177
O  0.008  -0.0219  -0.0298
O  0.024  0.005  -0.0017
O  -0.0708  0.0202  0.0056
O  -0.0911  0.0272  0.141
O  -0.0182  -0.0024  0.0596
O  -0.0436  0.018  0.034
O  -0.0353  0.0302  0.0331
O  -0.0286  0.0155  -0.0224
O  -0.0135  -0.0442  0.0119
O  -0.0195  -0.0411  0.0373
O  0.031  0.042  0.0042
O  -0.0147  -0.0118  0.0703
O  0.03  0.1767  0.0536
O  -0.0344  -0.0811  0.1062
O  0.0016  0.0096  -0.0204
O  0.0749  -0.0452  0.0293
O  0.0027  0.0131  0.0209
O  0.0323  0.0055  0.0039
O  0.0142  0.0609  0.0213
O  -0.007  0.0207  0.0614
O  0.0101  -0.0093  -0.0277
O  -0.0218  0.0092  -0.066
O  0.0186  0.0599  -0.0206
O  -0.0468  0.023  -0.1159
O  -0.0251  0.0127  -0.0581
O  0.0723  0.0548  0.0009

The program warned: the cutoff lies below the one the program advises for these potential files; the forces do not sum to zero within the program's tolerance; the exchange-correlation potential is rough where the density is thin.
